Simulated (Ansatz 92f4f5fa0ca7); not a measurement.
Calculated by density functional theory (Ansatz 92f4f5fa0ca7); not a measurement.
Periodic cell of 256 atoms, Si144O112, from a study of silicon, its oxide and their interface. The atomic structure is a simulated model.
This geometry differs little from another in the collection (a relaxation step or a small displacement).

Settings
functional: r2SCAN
potential files: Ansatz PAW
basis: plane waves
wave-function cutoff: 800 eV
density cutoff ratio: 5
exchange-correlation grid ratio: 1
k mesh: 1 x 1 x 1, shifted by 0.5 0.5 0 of a step
self-consistency stop: 1e-10 eV per atom in the density residual
occupations: fixed
spin: none
net charge: 0

Cell vectors (angstrom)
a	10.88	0	0
b	0	10.88	0
c	-2.624	-4.872	36.0009

Atoms: element, x, y, z (angstrom)
Si	1.0818	-1.0714	-0.1237
Si	4.0583	1.4696	-0.074
Si	0.8466	4.6706	0.0174
Si	4.5267	-4.4105	0.1542
Si	-3.5342	-1.8721	0.0424
Si	-1.1616	1.1612	0.0107
Si	6.5825	4.0711	0.398
Si	-1.383	-4.0759	0.4202
Si	2.675	0.0644	1.2189
Si	5.3342	2.5858	1.5797
Si	2.6656	-5.3516	1.3089
Si	5.5947	-2.7602	1.3873
Si	-2.6548	-0.0801	1.3437
Si	-0.0524	2.831	1.27
Si	8.1267	5.3648	1.597
Si	0.079	-2.613	1.4372
Si	1.3404	1.432	2.6418
Si	3.9516	4.0815	2.7519
Si	1.4317	-3.9958	2.759
Si	4.1091	-1.3258	2.5887
Si	6.8282	1.2432	2.75
Si	9.5347	4.0191	2.8303
Si	6.7932	6.7813	2.8879
Si	-1.3151	-1.3214	2.8103
Si	0.025	0.0785	4.0896
Si	2.6593	2.7195	4.113
Si	0.0441	-5.4192	4.0806
Si	2.7938	-2.6549	4.0698
Si	5.4384	-0.0574	4.0783
Si	8.1515	2.6517	4.12
Si	5.3665	5.4148	4.124
Si	8.196	-2.712	4.1528
Si	1.3404	-1.3489	10.8877
Si	4.074	1.3754	10.8705
Si	1.3368	4.0834	10.8207
Si	4.1276	-4.0868	10.8368
Si	6.7953	-1.3916	10.8143
Si	-1.3275	1.3638	10.8397
Si	6.8146	4.1159	10.9256
Si	-1.3858	-4.094	10.9199
Si	2.7035	0.0249	12.2225
Si	5.4337	2.7425	12.2252
Si	2.7497	5.4098	12.1225
Si	5.4762	-2.7393	12.2195
Si	-2.6984	-0.0417	12.1125
Si	-0.0116	2.7559	12.2165
Si	8.1581	5.4566	12.3557
Si	-0.0246	-2.7228	12.2445
Si	1.3885	1.4263	13.5734
Si	4.0666	4.0937	13.577
Si	1.398	-4.123	13.4673
Si	4.0568	-1.374	13.5177
Si	-4.0486	1.3253	13.4367
Si	-1.3709	4.0513	13.6919
Si	6.813	-4.0296	13.7284
Si	-1.4052	-1.3615	13.5806
Si	-0.2401	0.2659	14.7572
Si	2.5461	2.9601	14.9707
Si	0.347	-5.6852	14.8348
Si	2.8997	-2.9527	14.8091
Si	5.6371	-0.1761	14.7308
Si	-2.5486	2.3609	14.8896
Si	5.1127	5.7195	14.893
Si	-2.9962	-2.3442	15.0453
Si	2.2433	5.1516	-8.0304
Si	3.8898	1.0895	17.0269
Si	1.6691	4.0401	24.7679
Si	5.476	2.0825	-5.2048
Si	7.0423	0.9948	24.7663
Si	3.0903	2.9767	-9.557
Si	5.8569	-0.2278	-2.0889
Si	4.7782	-2.1576	21.007
Si	0.8783	4.8689	20.0408
Si	5.4446	0.5835	19.6445
Si	1.5516	-1.1923	-3.2134
Si	-2.3783	0.9379	19.5633
Si	0.7535	-0.1534	22.1669
Si	1.5931	-1.0824	16.9137
Si	7.6686	0.1661	-6.3151
Si	-0.8282	-1.627	-5.1842
Si	4.3104	-2.2059	-4.1399
Si	5.8718	5.3722	17.8415
Si	-0.6403	-4.562	-8.2298
Si	1.215	-2.6995	23.6419
Si	5.2934	4.8482	22.5927
Si	7.3077	4.0451	24.3645
Si	3.0619	2.4991	-6.877
Si	-2.228	0.0866	22.3076
Si	8.1512	-3.3161	18.0107
Si	1.5182	-1.0554	-10.3851
Si	5.984	-2.3912	-6.6916
Si	-0.6691	-5.4024	17.5843
Si	-0.7992	0.2976	-9.7556
Si	7.6708	-2.4889	20.8704
Si	4.7037	-4.0225	-8.9722
Si	4.2455	2.0831	21.9732
Si	-0.6055	-3.6199	21.3144
Si	3.5907	-4.5491	24.6923
Si	-2.526	-4.2391	-5.8014
Si	3.8831	-4.871	20.1087
Si	0.0868	-1.0427	19.5598
Si	7.7286	2.275	-2.018
Si	4.4719	-0.4326	23.6243
Si	7.7933	1.8373	-9.0018
Si	2.7103	1.57	-4.1823
Si	1.4938	2.7512	21.9278
Si	4.7931	-4.8423	-2.6925
Si	0.156	-1.6586	-7.9426
Si	7.9696	3.3243	17.6901
Si	7.1014	4.4369	-3.9388
Si	5.9947	4.1226	-9.5767
Si	2.7474	3.6572	-2.1211
Si	1.3946	-1.3154	5.4106
Si	4.0864	1.3536	5.41
Si	1.3454	-6.7847	5.4829
Si	4.0701	-4.057	5.4738
Si	6.794	-1.3753	5.4812
Si	9.5244	1.356	5.4956
Si	6.7763	4.0479	5.4304
Si	9.5604	6.7932	5.4603
Si	2.739	0.0112	6.787
Si	5.4322	2.703	6.7989
Si	2.7124	-5.421	6.8292
Si	5.4451	-2.7311	6.8353
Si	8.1543	-0.0052	6.8338
Si	-0.0164	2.7403	6.8348
Si	8.1632	5.419	6.7673
Si	0.0372	-2.696	6.7827
Si	1.3738	1.3601	8.1353
Si	4.0881	4.0788	8.1552
Si	1.3569	-4.0533	8.1784
Si	4.0736	-1.35	8.162
Si	6.797	1.3723	8.1791
Si	-1.3826	4.0932	8.174
Si	6.8228	-4.1075	8.137
Si	9.5317	-1.3763	8.1555
Si	0.017	0.0006	9.4882
Si	2.7133	2.7179	9.4972
Si	-0.0283	-5.4119	9.5153
Si	2.7265	-2.7049	9.5384
Si	5.4298	0.0059	9.5144
Si	8.1525	2.7408	9.5458
Si	5.4759	5.4264	9.5003
Si	8.1727	-2.7572	9.4998
O	5.5557	5.0275	16.2964
O	-2.2091	-3.567	21.5407
O	4.9433	5.2842	21.0913
O	0.0546	-1.4083	-3.832
O	-0.0277	0.0815	-0.4485
O	0.4225	-0.3907	16.0739
O	4.6497	2.2876	-6.5876
O	3.7182	-3.2821	20.4885
O	-0.3405	-5.1141	-0.3622
O	-2.6172	0.6544	23.7578
O	3.8396	0.8988	22.9861
O	5.4971	5.1756	-0.0996
O	3.4386	2.6267	-1.0621
O	1.4172	4.0726	15.3817
O	-1.3595	1.3183	15.3175
O	5.3809	1.5569	20.9499
O	6.0543	3.5475	-4.8124
O	-2.2187	2.2979	18.7198
O	6.2627	5.3614	-2.8911
O	2.0151	0.3449	-3.4183
O	6.6946	2.5655	24.5906
O	2.1479	4.2928	-9.4143
O	0.3165	-1.7098	-6.3461
O	5.5759	-1.0835	-10.8419
O	2.9699	2.3799	-11.018
O	6.9999	0.4025	19.2353
O	5.8851	-0.0125	24.2795
O	-0.2893	-2.3991	20.3237
O	2.1831	-2.3669	16.1484
O	2.2554	1.6749	-5.738
O	2.6617	4.0886	-6.8597
O	5.0252	0.5984	16.0093
O	6.7057	-1.2526	15.3267
O	4.0152	-4.0249	15.3314
O	-0.9285	-5.2763	-9.6593
O	-0.772	-0.5712	22.4766
O	1.432	4.2783	-1.4407
O	-1.6106	1.6917	-9.7077
O	8.0687	5.3996	-4.8029
O	3.188	2.4079	16.3837
O	-0.1881	-5.0353	20.7214
O	6.7784	1.0383	-9.9773
O	0.9181	1.3912	22.5848
O	4.6427	-3.772	-3.8887
O	4.7148	-4.8961	23.5863
O	2.2211	2.8963	-3.4291
O	3.3956	-4.61	-8.2177
O	0.5212	4.8416	18.4654
O	0.2294	-3.4967	22.671
O	1.6215	-1.2666	22.962
O	-1.7854	1.6693	-1.4145
O	1.6591	3.7647	23.1765
O	5.325	-2.8419	-8.0829
O	0.716	0.3785	-10.3682
O	-2.4527	-2.6432	16.5625
O	4.4557	-3.8951	-1.4009
O	-1.5662	-0.8796	-10.5836
O	7.0383	3.1559	-0.8605
O	4.8193	-0.8808	19.9957
O	3.0233	-1.0158	-10.893
O	4.5509	-1.6016	22.512
O	-0.6651	-2.9583	-8.4461
O	-1.7636	-4.8639	-7.1008
O	7.9566	1.1979	-7.5297
O	0.9225	-1.5343	18.2915
O	7.9584	-2.319	19.2717
O	4.8013	0.3471	-1.0042
O	2.5162	-3.5829	23.9669
O	-0.6721	-0.3006	-8.2507
O	6.8163	-4.2052	17.8998
O	6.8458	-1.298	-1.3913
O	2.6967	1.9414	-8.3606
O	4.5073	-5.1634	18.6383
O	-1.905	-0.4152	-5.4941
O	2.4082	5.3621	20.2311
O	2.8972	2.4477	21.1776
O	4.6169	3.3857	-9.2155
O	2.773	-0.0441	17.212
O	6.7076	4.0805	18.3883
O	0.6228	3.4322	20.7523
O	-0.118	-4.862	16.168
O	-1.4182	-4.2002	18.3508
O	5.0882	-1.0963	-3.2242
O	7.713	-1.0908	21.6996
O	6.9158	-1.1057	-6.9578
O	6.1779	3.9427	-11.1641
O	6.6632	0.9881	-5.3343
O	-1.62	-3.0533	-5.1319
O	7.2538	3.3688	-8.8627
O	3.7429	4.8115	-2.6384
O	1.5089	-1.6176	-8.8451
O	4.3504	1.5434	-4.1363
O	4.2866	-3.3563	-10.3971
O	2.7017	-2.0593	-3.9614
O	1.5405	-1.5765	-1.6231
O	8.0378	3.3315	-3.1999
O	4.8073	-1.9665	-5.6617
O	4.65	3.3796	22.8318
O	5.8282	-5.193	-9.1768
O	4.6004	1.3069	18.4637
O	7.5172	2.6532	16.2839
O	1.0471	-0.2099	20.5712
O	-1.7729	4.3655	17.2407
O	6.9079	-3.6084	-6.1601
O	-1.9663	3.9913	24.6071
O	-2.2313	1.2432	21.1621
O	6.7625	1.0628	-2.5295
O	6.8746	4.6145	22.9008
O	6.1594	-2.9975	21.0128
O	0.8213	-5.0399	-7.7062
O	-2.4298	-3.0437	-0.3696
O	-1.205	-0.1258	19.17

Results
free energy: -155991.490 eV
free energy less fixed offsets of O -570.45, Si -639.56 eV per atom: -4.450 eV

Forces (eV/angstrom), in the order of the atoms: element, x, y, z
Si	0.0012	-0.0003	-0.0037
Si	-0.0013	-0.0002	-0.0005
Si	0.0003	-0.0004	0.0005
Si	0.0011	0.001	-0.0019
Si	-0.0005	-0.0003	-0.0008
Si	0.0013	-0.0001	0.0013
Si	0.0009	0.0016	-0.0008
Si	0.0019	-0.0001	-0.0007
Si	0.0006	0.0003	0.001
Si	0.0013	0.0002	0.0013
Si	-0.0009	0.0008	0.0012
Si	0.0001	0.0006	-0.001
Si	0.0003	-0.0003	0.0016
Si	-0.0006	0	-0.0012
Si	0.0008	-0.0001	0.001
Si	0	-0.0006	0.0014
Si	0.0003	0.0003	0.0019
Si	0	0.0001	0.0006
Si	0.0003	-0.0003	0
Si	0.0006	0.0001	-0.0011
Si	-0.0006	-0.0006	0.001
Si	0.0014	-0.0005	0.0022
Si	0	0.0005	-0.0001
Si	0	0.0004	0.0012
Si	-0.0004	0.0001	-0.0003
Si	-0.0009	0.0004	0.0007
Si	-0.0001	0	-0.0007
Si	-0.0003	-0.0006	0.0002
Si	0.0006	-0.0002	-0.0003
Si	0.0007	-0.0004	0.0014
Si	-0.001	0.0001	0.0019
Si	0	0.0001	0.0016
Si	-0.0005	0.0005	0.0005
Si	-0.0002	-0.0002	-0.0001
Si	-0.0002	0.0002	0.0007
Si	-0.0002	-0.0003	0.0003
Si	-0.0003	0.0002	0.0008
Si	-0.0004	-0.0001	0.0002
Si	-0.0005	0.0004	0.0008
Si	0.0003	0	0.0009
Si	0	0.0007	0.0012
Si	-0.0006	0.0007	0.0008
Si	-0.0008	-0.0001	0.0011
Si	-0.0003	0.0001	0.0013
Si	-0.0008	-0.0002	0.0004
Si	0.0001	0.0004	0.0011
Si	-0.0011	-0.0001	-0.0001
Si	-0.0002	0	0.0003
Si	-0.0001	0	-0.0007
Si	-0.0004	-0.0006	-0.0008
Si	-0.0002	0.0006	0.0001
Si	-0.0003	-0.0002	0.0011
Si	-0.0006	0.0006	0.0015
Si	-0.0008	0	0.0007
Si	-0.0001	0.0003	0.002
Si	-0.0002	-0.0003	-0.0009
Si	0	-0.0003	0.0037
Si	-0.0008	-0.0001	0.0016
Si	-0.0013	0.0009	0.0036
Si	-0.0015	0.0006	0.002
Si	-0.0012	0.0008	0.0027
Si	-0.0015	-0.0002	0.0011
Si	0.0016	-0.0008	0.0013
Si	-0.0005	-0.0007	0.0041
Si	0.0003	0.0003	-0.0011
Si	0.0009	0.0004	0.0044
Si	0.0002	0.0004	-0.0007
Si	0.0015	0.0001	-0.0032
Si	-0.0002	0	-0.0008
Si	0.0005	0.0007	0.0001
Si	-0.0003	-0.0003	-0.0062
Si	0.0001	-0.0003	0.0023
Si	0	0.0002	0.0033
Si	-0.001	-0.0009	0.0052
Si	-0.0005	0	-0.0043
Si	0.0005	-0.0006	0.0026
Si	-0.0009	-0.0005	0.0033
Si	-0.0013	-0.0002	0.006
Si	-0.0001	0.0005	-0.0025
Si	0.0001	0.0002	-0.0035
Si	0.0015	0	-0.0043
Si	-0.0015	0.0003	0.0053
Si	0.0003	0.0001	-0.0006
Si	-0.0002	-0.0003	0.0018
Si	-0.0003	-0.0007	-0.0004
Si	-0.0001	-0.0009	-0.001
Si	-0.0007	0.0013	-0.0026
Si	0.0005	-0.001	0.0005
Si	0.0001	0.0006	0.0053
Si	-0.0008	-0.0013	-0.0016
Si	0.0002	-0.0005	-0.0026
Si	-0.0009	0	0.0056
Si	0.0001	-0.0004	-0.0024
Si	-0.0002	0.0002	0.0032
Si	-0.0007	0.0002	-0.0006
Si	-0.0008	-0.0001	0.0029
Si	0.0005	0.0006	0.0039
Si	-0.0005	-0.0001	0.0001
Si	-0.0004	0.0012	-0.0013
Si	-0.0009	0.0009	0.0047
Si	-0.0007	0.0006	0.0048
Si	0	0.0012	-0.0048
Si	-0.0001	0.001	0.0003
Si	-0.0003	-0.0008	-0.0032
Si	0.004	0.0004	-0.002
Si	0	-0.0002	0.0015
Si	0.0005	-0.0002	-0.0025
Si	0	-0.0001	-0.0016
Si	-0.0004	0.0004	0.0044
Si	0.0015	0.0012	-0.0023
Si	-0.0007	-0.0006	-0.0032
Si	-0.0004	0.0004	-0.0044
Si	0	-0.0001	-0.0006
Si	0.0003	0.0002	0.0002
Si	-0.0002	-0.0002	0
Si	-0.0004	-0.0001	0.0003
Si	-0.0003	0.0003	0
Si	-0.0003	-0.0001	-0.0001
Si	0.0002	0	0.0014
Si	0.0003	0.0004	0.0021
Si	-0.0004	0	-0.0001
Si	0.0002	0.0007	0.0001
Si	0.0003	0.0004	0.0003
Si	-0.0001	0.0001	0.0007
Si	0.0002	0.0003	0.0005
Si	0	-0.0003	0.0005
Si	0.0003	0.0005	0.0017
Si	0	0.0001	0.0001
Si	0.0001	0.0002	0.0004
Si	-0.0002	-0.0001	0.0006
Si	-0.0001	0.0003	0.0006
Si	0	-0.0001	0.0003
Si	0.0002	0.0001	0.0006
Si	-0.0005	0	0.0012
Si	-0.0003	0.0001	0.0011
Si	-0.0002	-0.0001	0.0006
Si	-0.0003	0.0003	0.0001
Si	0	0.0001	0.0002
Si	-0.0002	-0.0001	0.0004
Si	-0.0001	0.0001	-0.0002
Si	-0.0001	0.0002	0.0003
Si	0.0001	0.0004	0.0001
Si	-0.0003	0.0001	0.0004
Si	-0.0005	0	0.0003
O	-0.003	0.0003	-0.0031
O	0.0005	0.0005	-0.0012
O	-0.0006	0.0007	-0.0011
O	0.0021	0.001	0.002
O	-0.0001	0.0018	0.0027
O	-0.0019	0.0009	-0.0035
O	0.0007	0.0015	0.0017
O	-0.0005	-0.0001	-0.0007
O	-0.0005	-0.0004	0.0012
O	-0.0007	0	-0.0005
O	-0.0001	0.0001	0
O	-0.0008	-0.002	-0.0005
O	0.0003	-0.0004	0.0046
O	0.0007	-0.0002	0.0009
O	-0.0003	0	-0.002
O	0.0004	-0.0011	-0.0034
O	0.0002	0.0007	0.0036
O	-0.0024	0.002	-0.002
O	0.0009	0.0005	0.001
O	0.0012	0.0002	0.0016
O	-0.0005	0.0003	0
O	0.0003	-0.0002	0.0012
O	0.0001	0.0002	0.0024
O	0.0002	0.0007	0.0001
O	0.0012	0.0003	-0.0005
O	0.0005	-0.0011	-0.0024
O	-0.0014	-0.0005	-0.0002
O	-0.0007	0.0008	-0.0005
O	0.0006	-0.0009	-0.0037
O	0.0017	-0.0007	0.0028
O	0.0005	0	0.0012
O	0.001	-0.0003	-0.002
O	-0.0011	0.0004	-0.0017
O	-0.0007	0.001	-0.0016
O	0.0002	-0.0005	0.001
O	-0.0013	0.0005	-0.0006
O	0	0.0011	0.0037
O	0.0003	0	-0.0007
O	0.0008	0.0002	0.0027
O	-0.0019	0.0012	-0.0012
O	0.0001	-0.0003	-0.0001
O	0.0006	0.0026	-0.0018
O	-0.0011	-0.0006	-0.0004
O	0.0012	-0.0012	0.0054
O	0	-0.0001	-0.0016
O	0.0005	0.0015	0.0038
O	0.0001	0.0002	0.0005
O	-0.0013	-0.0005	-0.0026
O	-0.001	0.0004	-0.0006
O	-0.0006	-0.0003	0.0008
O	-0.0006	0.0006	0.0008
O	-0.0004	-0.0009	-0.001
O	0.0007	0.0004	0.0012
O	0.0001	0.0003	-0.0005
O	-0.0003	0.0005	-0.0034
O	0.0001	0.0006	0.0034
O	-0.0001	0.0001	0.001
O	-0.0013	0.0011	0.0043
O	-0.0018	-0.0005	-0.0034
O	-0.0002	-0.0003	0
O	-0.0006	0	-0.0001
O	0.0005	-0.0003	0.0011
O	0.0005	0.0008	0.0004
O	-0.0004	-0.0006	0.0002
O	0.0017	0.0007	-0.003
O	-0.0011	-0.0005	-0.0027
O	-0.0003	0.0015	0.0017
O	-0.001	0.0003	0.0001
O	0.0001	-0.0003	0.001
O	-0.0009	0.0004	0.0009
O	0.0019	-0.0008	0.0017
O	-0.0004	-0.0001	0.001
O	0.0006	0.0002	-0.0015
O	0.0018	0.0001	0.0003
O	-0.0003	-0.0013	-0.0008
O	-0.0002	-0.0009	-0.0006
O	0.001	0.0003	0.0017
O	-0.0001	-0.0007	-0.0028
O	-0.0001	-0.0001	0.0004
O	-0.0005	0.0006	-0.0016
O	0.0004	-0.0002	-0.0038
O	0.0003	-0.0004	-0.0017
O	0.0029	0.0019	0.0035
O	-0.0007	0.0001	-0.0012
O	0.0012	0.0008	0.0011
O	-0.0013	0.0003	0.0014
O	0	0.0011	0.0009
O	0.0003	0.0005	0.0007
O	0.0005	0.0002	-0.0004
O	-0.0008	-0.0007	0.0007
O	-0.0002	0.0006	0
O	0.0033	0.0002	0.0029
O	0.0001	0.0004	0.0003
O	0.0001	0.0006	0.0028
O	-0.0003	0.0004	0.0028
O	0.0019	-0.001	0.0017
O	0.0005	0.0002	0.0029
O	0.0003	-0.0005	-0.0019
O	0.0012	-0.0002	0.0005
O	-0.0033	0.0004	-0.0021
O	-0.0002	0	-0.002
O	-0.001	0.0001	-0.0014
O	-0.0007	0.0001	-0.0005
O	0.0008	0	0.001
O	-0.0002	0.0003	-0.0006
O	-0.0036	-0.0005	-0.0024
O	0.0017	-0.0002	0.0006
O	-0.0004	0.0004	-0.0015
O	-0.0002	-0.0008	0
O	0.0001	0.0002	-0.0015
O	0	-0.0008	0.0002
O	-0.0009	0.0001	-0.0019

The program warned: the cutoff lies below the one the program advises for these potential files; the forces do not sum to zero within the program's tolerance; empty levels may hold ghost states of the PAW files; the exchange-correlation potential is rough where the density is thin.
